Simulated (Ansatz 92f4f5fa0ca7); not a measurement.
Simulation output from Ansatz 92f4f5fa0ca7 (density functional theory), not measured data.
Periodic cell of 237 atoms, Si147O90, from a study of silicon, its oxide and their interface. The atomic structure is a simulated model.
Doubt: the cutoff is far below the 930 eV that the study's wrapper takes by default for these files, so forces and energies are approximate.
This geometry differs little from another in the collection (a relaxation step or a small displacement).

Settings: functional PBE; potential files Ansatz PAW; basis plane waves; wave-function cutoff 580 eV; density cutoff ratio 5; exchange-correlation grid ratio 1; k mesh 1 x 1 x 1, Gamma-centred; self-consistency stop 5e-08 eV per atom in the density residual; occupations fixed; spin none; net charge 0.

Cell vectors (angstrom)
a, 11.6015, 0, 0
b, 0, 10.938, 0
c, 0, 0, 32.9911

Atoms and the computed forces on them: element, x, y, z (angstrom), force x, y, z (eV/angstrom)
Si, 0.1132, -0.0014, 24.1867, -0.0001, 0.01, 0.0036
Si, 4.0633, 0.0645, 24.2953, 0.0045, 0.0068, 0.0057
Si, 7.7463, 0.0352, 24.3864, -0.0062, 0.0012, 0.0066
Si, 2.0332, 1.3714, 24.137, -0.0077, -0.0079, 0.0128
Si, 5.923, 1.5049, 24.4808, 0.0007, 0.0101, 0.0062
Si, 9.7517, 1.3285, 24.15, 0.0119, -0.0048, -0.0031
Si, 0.0028, 5.3606, 24.533, -0.015, -0.0085, 0.0149
Si, 3.8489, 5.4416, 24.1555, 0.0149, 0.0014, 0.0169
Si, 8.032, 5.547, 24.1562, -0.0032, -0.0023, 0.0079
Si, 1.9164, 6.7621, 24.4307, 0.0009, 0.0073, 0.0071
Si, 5.9087, 6.6939, 24.106, -0.0027, -0.0185, 0.0097
Si, 9.9055, 6.9644, 24.4314, 0.0197, -0.0018, 0.0115
Si, 2.0435, 2.6474, 26.1904, -0.0112, 0.0051, -0.0097
Si, 5.8855, 2.899, 26.3165, -0.0095, 0.0036, -0.0244
Si, 9.6926, 2.6533, 26.1877, 0.0017, 0.0036, -0.011
Si, 0.067, 3.9333, 26.3423, 0.002, -0.0007, -0.0284
Si, 3.8926, 4.1457, 26.1837, 0.0069, 0.0009, -0.0172
Si, 7.8643, 4.1927, 26.1735, -0.0024, 0.0007, -0.0125
Si, 1.9824, 8.2054, 26.2961, 0.0015, 0.0023, -0.0123
Si, 5.8711, 8.1157, 26.1358, 0.0014, 0.0058, -0.0111
Si, 9.7499, 8.3123, 26.3145, -0.0069, 0.0025, -0.0171
Si, 0.0915, 9.6396, 26.2163, 0.0016, -0.0106, -0.0184
Si, 3.9392, 9.5455, 26.1984, -0.0062, 0.0038, -0.017
Si, 7.7726, 9.5732, 26.2872, 0.0091, -0.0005, -0.0106
Si, 0.0507, 0.0272, 28.1628, -0.0031, 0.0068, 0.0057
Si, 3.9337, -0.0213, 28.1464, -0.0012, 0.0063, -0.0051
Si, 7.7439, 0.0109, 28.1918, -0.0056, 0.0106, -0.0025
Si, 2.0069, 1.3439, 28.1602, 0.0048, -0.008, -0.0028
Si, 5.8358, 1.3968, 28.161, 0.007, -0.0067, 0.0059
Si, 9.6863, 1.3455, 28.1565, 0.0002, -0.0052, -0.0005
Si, 0.0431, 5.4479, 28.1692, 0.0005, 0.004, 0.0049
Si, 3.8974, 5.4773, 28.1463, -0.0045, 0.0092, 0.0021
Si, 7.7958, 5.4928, 28.1513, 0.0102, 0.0067, 0
Si, 1.9669, 6.8238, 28.1949, 0.0021, -0.0092, 0.0001
Si, 5.8403, 6.8343, 28.1348, -0.0034, -0.0047, 0.0053
Si, 9.7292, 6.8418, 28.1685, -0.0025, -0.0117, -0.0008
Si, 1.9336, 2.7345, 30.0918, 0.1252, 0.0031, -0.1029
Si, 5.8008, 2.7345, 30.0918, -0.0311, 0.0734, 0.1293
Si, 9.6679, 2.7345, 30.0918, 0.0065, 0.0138, -0.0992
Si, 0, 4.1018, 30.0918, 0.0094, -0.0564, 0.1428
Si, 3.8672, 4.1018, 30.0918, 0.0368, 0.0307, -0.0892
Si, 7.7343, 4.1018, 30.0918, 0.0627, 0.0256, -0.1258
Si, 1.9336, 8.2035, 30.0918, -0.0202, 0.0381, 0.1762
Si, 5.8008, 8.2035, 30.0918, 0.026, -0.035, -0.1018
Si, 9.6679, 8.2035, 30.0918, 0.0998, 0.05, 0.0651
Si, 0, 9.5708, 30.0918, 0.0392, 0.0323, -0.0694
Si, 3.8672, 9.5708, 30.0918, 0.1114, -0.0583, -0.0221
Si, 7.7343, 9.5708, 30.0918, -0.0506, -0.0625, 0.1491
Si, 0, 0, 32.0254, -0.0101, 0.0214, -0.0328
Si, 3.8672, 0, 32.0254, 0.0035, 0.0472, -0.0162
Si, 7.7343, 0, 32.0254, 0.0118, 0.021, 0.0299
Si, 1.9336, 1.3673, 32.0254, -0.0039, -0.0599, 0.0023
Si, 5.8008, 1.3673, 32.0254, 0.0101, -0.0566, 0.0362
Si, 9.6679, 1.3673, 32.0254, -0.0085, -0.0885, 0.0083
Si, 0, 5.469, 32.0254, 0.0102, 0.0318, 0.0375
Si, 3.8672, 5.469, 32.0254, -0.011, 0.024, -0.0437
Si, 7.7343, 5.469, 32.0254, -0.0116, 0.0917, 0.0197
Si, 1.9336, 6.8362, 32.0254, 0.0068, 0.0126, 0.0111
Si, 5.8008, 6.8362, 32.0254, -0.0093, -0.0731, -0.0269
Si, 9.6679, 6.8362, 32.0254, -0.0045, -0.0223, 0.0013
Si, 1.9336, 2.7345, 0.9679, -0.0744, 0.0487, 0.0861
Si, 5.8008, 2.7345, 0.9679, -0.0876, 0.0025, 0.0973
Si, 9.6679, 2.7345, 0.9679, 0.0181, 0.0501, 0.0869
Si, 0, 4.1018, 0.9679, -0.1012, 0.0309, 0.0517
Si, 3.8672, 4.1018, 0.9679, 0.0616, -0.0467, -0.2401
Si, 7.7343, 4.1018, 0.9679, -0.0585, -0.0818, 0.0972
Si, 1.9336, 8.2035, 0.9679, -0.0854, -0.0235, -0.0098
Si, 5.8008, 8.2035, 0.9679, 0.0893, 0.0353, -0.0633
Si, 9.6679, 8.2035, 0.9679, -0.0922, -0.0589, 0.0753
Si, 0, 9.5708, 0.9679, -0.0089, 0.0074, -0.0922
Si, 3.8672, 9.5708, 0.9679, -0.0537, -0.028, 0.0953
Si, 7.7343, 9.5708, 0.9679, -0.0653, 0.0251, 0.0587
Si, -0.0489, -0.0035, 2.8911, -0.0046, 0.0039, -0.0028
Si, 3.8003, 0.006, 2.9033, -0.0089, 0.0099, -0.0041
Si, 7.6872, 0.035, 2.8883, -0.0059, 0.0113, -0.0062
Si, 1.8842, 1.3723, 2.9101, 0.0059, -0.007, -0.0082
Si, 5.742, 1.3678, 2.9193, 0.0027, -0.0071, -0.0045
Si, 9.6207, 1.3669, 2.9121, 0.0038, -0.0097, -0.0074
Si, -0.0673, 5.4609, 2.92, -0.0006, 0.0044, -0.0038
Si, 3.8512, 5.5047, 2.8439, 0.0037, 0.0054, -0.0016
Si, 7.6901, 5.4243, 2.9386, -0.0051, 0.0103, -0.0066
Si, 1.8895, 6.8007, 2.8758, -0.005, -0.0079, -0.0061
Si, 5.7897, 6.8474, 2.9018, 0.002, -0.0077, -0.0014
Si, 9.5922, 6.8247, 2.9064, 0.0044, -0.0071, -0.0045
Si, 1.9153, 2.8118, 4.8041, -0.0035, -0.0049, 0.0221
Si, 5.7089, 2.7041, 4.8832, 0.0016, 0.0061, 0.0112
Si, 9.6043, 2.6316, 4.921, -0.004, 0.0011, 0.0188
Si, -0.0855, 4.0274, 4.8197, 0.0157, -0.0009, 0.0159
Si, 3.8508, 4.1615, 4.7494, 0.0055, -0.002, 0.0124
Si, 7.667, 4.0499, 4.908, 0.0133, 0.0041, 0.0218
Si, 1.8576, 8.0861, 4.836, -0.0098, 0.002, 0.014
Si, 5.7486, 8.3483, 4.7435, -0.0145, 0.0052, 0.0172
Si, 9.5098, 8.222, 4.8185, -0.0055, 0.0085, 0.0132
Si, -0.0751, 9.445, 4.7278, 0.0061, -0.0024, 0.0161
Si, 3.7564, 9.5726, 4.8338, 0.0187, 0.0002, 0.016
Si, 7.6673, 9.7106, 4.8716, 0.0052, -0.0031, 0.0196
Si, 0.0592, -0.1317, 6.6027, 0.0131, -0.0003, -0.0132
Si, 3.7075, -0.0318, 6.8173, -0.0103, -0.0015, -0.0179
Si, 7.612, 0.0848, 6.9189, 0.0123, 0.0143, -0.0255
Si, 1.8547, 1.365, 6.6428, -0.0001, 0.0097, -0.0185
Si, 5.658, 1.4131, 6.9288, -0.0022, -0.0107, -0.0112
Si, 9.7266, 1.2034, 6.8993, -0.0166, -0.0028, -0.0245
Si, -0.2855, 5.3548, 6.7419, 0.0113, 0.0051, -0.015
Si, 3.8542, 5.579, 6.636, 0.0072, -0.0008, -0.0106
Si, 7.448, 5.5214, 6.7929, -0.0033, -0.0056, -0.0063
Si, 1.7713, 6.6477, 6.7981, -0.0154, -0.0101, -0.0046
Si, 5.697, 7.0732, 6.6716, -0.0055, -0.0044, -0.0165
Si, 9.5026, 6.777, 6.694, 0.0006, -0.0032, -0.0177
O, 5.6473, 2.3863, 8.2981, 0.0019, 0.0147, 0.004
O, 10.0736, 2.0663, 8.2754, 0.0116, 0.0342, 0.0224
O, 7.4071, 10.0841, 8.2772, -0.0108, -0.0291, 0.0179
O, 3.2515, 9.9559, 8.1438, -0.0178, -0.0146, 0.0091
O, 10.6518, 4.6282, 8.1146, -0.0211, -0.0258, 0.0156
O, 5.8035, 7.9472, 8.1052, 0.0154, 0.026, 0.0176
O, 4.2279, 4.576, 7.9068, 0.0173, -0.0086, 0.0049
O, 0.5355, 9.8979, 7.9251, 0.0108, -0.0106, 0.0044
O, 1.6954, 1.94, 8.1977, -0.0066, 0.0091, 0.0121
O, 9.9117, 7.5827, 8.0934, 0.0002, 0.0086, 0.0131
O, 1.9027, 7.6149, 8.1346, 0.0042, 0.0126, 0.0033
O, 7.6637, 1.7905, 11.5038, -0.0044, -0.0008, -0.0103
O, 9.8276, 2.2913, 22.78, -0.0007, 0.0155, -0.0077
O, -0.3041, 4.5313, 23.0997, -0.0062, 0.0006, -0.0023
O, 10.4523, 7.7431, 23.0345, 0.0066, 0.0083, -0.0106
O, 1.6061, 7.7817, 23.1495, -0.0103, 0.0085, -0.005
O, 11.7833, 10.0083, 22.7944, -0.0001, -0.0203, -0.0093
O, 8.581, 4.6117, 22.8729, 0.0134, -0.0057, -0.0054
O, 5.8532, 7.7136, 22.7927, -0.0024, 0.0271, -0.0115
O, 7.3201, 9.9316, 23.1454, -0.0185, -0.0148, -0.009
O, 1.8646, 2.4289, 22.8401, 0.0261, 0.0354, -0.034
O, 3.5143, 4.5467, 22.7815, -0.0092, -0.0256, -0.0197
O, 4.5688, -0.8789, 22.9963, 0.0121, -0.0114, -0.0082
O, 6.0509, 13.35, 23.0767, -0.0142, 0.0058, -0.0454
Si, -1.0601, 6.7497, 12.1139, -0.0064, -0.0012, 0.0094
Si, -3.0106, 8.7195, 13.5242, -0.0003, -0.0016, 0.0013
Si, 5.5529, 3.9926, 8.6673, 0.0017, -0.0024, -0.0104
Si, 6.2855, 1.5934, 12.3766, -0.0053, 0.001, 0.013
Si, 5.6058, 13.4198, 21.5132, -0.0187, 0.0192, 0.0262
Si, 4.119, 14.4689, 11.1773, -0.0033, 0.0048, 0.0004
Si, 21.1652, 7.7531, 9.6684, -0.0153, 0.0068, -0.006
Si, -7.0097, 17.5428, 18.6063, -0.0002, -0.0074, -0.0034
Si, 11.853, 8.4069, 22.4767, 0.0008, 0.0042, 0.0117
Si, 6.5007, 3.8239, 14.342, -0.0006, -0.0005, 0.0018
Si, -4.9894, 4.8944, 19.8103, 0.0028, -0.0049, 0.0014
Si, 9.9774, 14.8133, 22.3725, -0.0076, -0.009, 0.002
Si, 2.1138, 4.9071, 19.2217, -0.023, 0.0277, 0.0121
Si, 1.8599, -1.7536, 8.5776, 0.0141, 0.0031, -0.0102
Si, 5.9819, 10.7843, 19.8987, 0.0072, 0.0044, 0.0103
Si, 5.9484, -1.6263, 22.4919, 0.0064, -0.0067, 0.0105
Si, 11.8009, 0.7533, 11.9788, 0.0089, 0.0023, 0.0067
Si, 0.0043, 7.2613, 19.6282, -0.0004, 0.0112, -0.0194
Si, -2.2204, 4.4177, 13.854, 0.0044, -0.0067, 0.0043
Si, -7.9629, -5.9641, 13.8169, -0.0016, -0.0013, 0.001
Si, 4.2898, -1.1742, 17.8441, 0.0002, -0.0041, -0.012
Si, 7.004, 7.5109, 15.8482, 0.0012, -0.0012, -0.0026
Si, 2.8265, 3.3549, 21.8851, -0.0016, -0.0283, 0.0106
Si, 6.2099, 4.8714, 17.0162, 0.0012, -0.0001, -0.0044
Si, -1.9122, 5.1264, 19.654, 0.0079, -0.0074, 0.0052
Si, 1.5912, 13.2617, 9.7685, 0.0016, 0.0013, -0.0043
Si, -4.5597, 10.1921, 17.2165, 0.0011, 0.0001, -0.0057
Si, 9.2056, 2.3516, 11.5983, 0.0045, 0.0054, 0.0069
Si, 5.9917, 9.45, 11.9901, -0.0042, -0.0015, 0.0063
Si, -2.091, 10.6778, 15.6263, 0.001, 0.0015, 0.0012
Si, -1.11, 3.3813, 9.1546, 0.0125, -0.001, -0.0149
Si, 2.11, -1.4118, 15.7787, 0.001, 0.0024, -0.0061
Si, 6.7313, -2.0879, 9.1074, 0.0059, -0.0076, -0.0072
Si, 12.1022, 12.182, 14.9923, 0.0002, 0.0008, -0.0037
Si, 13.3309, 3.9342, 16.2623, 0.0016, 0.0013, -0.0047
Si, 4.2943, 7.9506, 14.1344, 0.0034, 0.0028, 0.0013
Si, -1.0588, -5.7101, 16.608, -0.0069, -0.0024, 0.0024
Si, -12.0108, 8.2268, 16.7977, 0.0031, -0.0018, 0.006
Si, 0.3585, 8.8704, 11.1168, 0.0083, 0.0128, 0.0059
O, -5.543, 3.9549, 20.9998, -0.0136, -0.0204, 0.0036
O, -12.8363, 6.8516, 16.4787, 0.0024, 0.0021, -0.0009
O, 0.0003, 8.2845, 18.372, 0.001, -0.0223, 0.0135
O, -8.1575, 17.5244, 13.8551, 0.0018, 0.0015, -0.0042
O, -10.4582, 2.4591, 15.8715, 0.0012, 0.0012, -0.001
O, 13.8685, 14.943, 17.8373, -0.0013, 0.0014, -0.0034
O, 5.2355, 4.7004, 13.8669, 0.0038, -0.0023, -0.0022
O, 5.8884, 0.0359, 12.5382, 0.0026, 0.0001, -0.0088
O, 5.2637, 4.2933, 10.2582, -0.0071, -0.0002, 0.0073
O, 0.2954, 10.0772, 12.2183, -0.0005, 0.0018, -0.0035
O, 7.7709, 4.7171, 13.818, -0.0019, 0.0011, -0.0067
O, 4.9311, 2.2704, 11.7938, 0.0088, -0.0086, -0.0043
O, 9.387, 3.4392, 10.37, -0.0064, -0.0049, 0.0044
O, 1.6781, 9.1361, 10.1938, -0.0115, -0.0028, 0.008
O, -11.1567, 7.3677, 11.8172, 0.0024, -0.0082, -0.0061
O, 2.0788, 14.8924, 20.558, 0.0113, 0.0123, -0.0212
O, 6.081, 9.5063, 20.8949, -0.0028, 0.0158, -0.0182
O, 10.2415, 4.0282, 20.7556, -0.0059, 0.0086, -0.0157
O, 0.4831, 8.1515, 20.8902, -0.0014, -0.0105, -0.0268
O, 8.0783, 7.6822, 14.6561, -0.0002, 0.0023, -0.0042
O, -2.5345, -0.7853, 14.141, 0.0016, -0.0048, -0.0039
O, -1.052, 0.9902, 15.4811, 0.0035, 0.0001, -0.0026
O, 0.9884, 8.3472, 15.9528, -0.0015, 0.0011, 0.0004
O, 0.5203, 5.0119, 16.2811, 0.0004, -0.0013, 0.0006
O, 6.3081, 3.6698, 15.9462, 0.0006, -0.0004, -0.004
O, -1.2203, 5.4609, 13.0811, -0.0001, -0.0007, -0.0056
O, -1.0335, 8.932, 10.2164, 0.0037, -0.0055, -0.0082
O, -1.7385, 8.0169, 12.857, -0.0011, 0.001, -0.0057
O, 9.8469, -4.4816, 10.6496, 0.0063, 0.0004, -0.0006
O, -5.7782, 6.3191, 19.6458, -0.0137, 0.0033, -0.002
O, -1.8377, 4.3849, 15.4409, 0.0007, 0.0034, -0.0024
O, 4.7945, 5.6868, 17.2432, -0.0002, -0.0007, -0.0016
O, 12.8999, 1.1025, 10.8126, -0.007, -0.0076, -0.0004
O, -1.3688, 9.4896, 16.47, 0.0023, -0.0015, 0.0004
O, 1.3959, -0.0793, 15.2265, 0.0003, 0.0019, -0.0026
O, -2.0655, 13.9387, 13.0664, 0.0003, 0.0046, -0.0024
O, 6.9718, 4.6909, 8.1926, -0.0154, -0.0114, 0.0066
O, 5.4489, 10.3126, 16.7919, 0.0002, 0.0023, -0.0008
O, 14.8939, 6.0156, 19.3595, -0.0249, -0.0088, -0.0051
O, 2.8115, 9.9228, 17.2086, 0.0035, 0.0006, 0.002
O, 6.5307, 4.082, 18.3979, -0.0031, 0.0008, -0.0054
O, 7.9616, 8.0043, 9.7554, 0.0202, -0.0006, -0.0194
O, 7.3603, 8.6031, 17.0037, 0.0001, 0.0023, 0.0007
O, 4.4997, 10.6913, 19.1818, -0.0019, 0.0013, 0.002
O, 10.1337, 6.6689, 19.9503, 0.013, 0.0058, -0.0102
O, 2.8216, 4.3145, 15.0855, -0.0006, 0.001, -0.0008
O, 3.2555, 9.0377, 14.7449, 0.0019, -0.0007, -0.0031
O, 3.9935, 2.3439, 21.3509, 0.0258, 0.0238, 0.024
O, 0.8007, 5.8741, 19.2473, 0.0342, -0.0128, 0.0075
O, 3.284, -6.5717, 12.328, -0.0004, 0.0051, 0
O, 10.2927, 1.1373, 11.4503, -0.0005, -0.0005, -0.0111
O, 6.5569, 2.2863, 13.8277, 0.0018, 0.004, -0.0037
O, 2.9891, 3.0178, 10.1479, 0.0052, 0.0037, -0.0063
O, 4.4914, 19.116, 18.2408, 0, 0.0045, 0.0011
O, 6.2526, 1.2591, 20.6589, -0.0071, -0.0231, -0.0123
O, 7.4719, 19.8625, 12.3857, 0.0071, 0.0007, 0.001
O, -1.5765, 4.7021, 18.0888, 0.0036, 0.004, -0.0152
O, 7.1633, 10.6155, 18.7837, 0.0036, -0.0013, -0.0034
O, -3.4845, 0.1634, 16.3872, 0.0034, -0.0025, 0.0014
O, -6.7379, 8.5327, 12.721, 0.0024, -0.0007, -0.0035
O, 8.1383, 5.2518, 20.035, -0.0027, 0.0019, 0.0004
O, -4.3551, 16.9914, 16.5463, -0.0015, 0.0026, 0.0014
O, -5.7797, -1.5643, 10.3642, -0.0022, 0.0025, 0.0038
O, -6.0927, -3.2533, 15.2035, -0.0006, 0.001, -0.0031
O, 12.1413, 12.4775, 13.3783, -0.0009, -0.0002, 0.0029
O, 11.9329, 14.2754, 9.9205, -0.0037, 0.0054, -0.0139

Results
free energy: -144631.074 eV
free energy less fixed offsets of O -568.88, Si -635.61 eV per atom: 2.796 eV

The program warned: the cutoff lies below the one the program advises for these potential files; the exchange-correlation potential is rough where the density is thin.
